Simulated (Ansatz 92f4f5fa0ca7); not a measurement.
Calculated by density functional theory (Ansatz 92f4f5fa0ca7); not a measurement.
Periodic cell of 254 atoms, Si144O106N4, from a study of silicon, its oxide and their interface. The atomic structure is a simulated model.
This geometry differs little from another in the collection (a relaxation step or a small displacement).

Settings
functional: r2SCAN
potential files: Ansatz PAW
basis: plane waves
wave-function cutoff: 800 eV
density cutoff ratio: 5
exchange-correlation grid ratio: 1
k mesh: 1 x 1 x 1, shifted by 0.5 0.5 0 of a step
self-consistency stop: 1e-10 eV per atom in the density residual
occupations: fixed
spin: none
net charge: 0

Cell vectors (angstrom)
a	10.887	0	0
b	0	10.887	0
c	0	0	35.8817

Atoms: element, x, y, z (angstrom)
Si	-0.4494	-0.3328	-0.1415
Si	3.1019	2.4428	-0.2816
Si	-0.3692	5.6387	0.2623
Si	3.1995	7.5486	-0.0824
Si	5.3845	0.2609	0.0527
Si	7.7142	3.2903	0.1922
Si	5.4083	5.3679	0.3997
Si	8.3811	7.8862	0.3256
Si	1.1865	1.3123	0.857
Si	3.9677	3.91	1.4431
Si	1.4442	6.6989	1.325
Si	4.1486	9.4172	1.1413
Si	6.7861	1.4821	1.4362
Si	9.3339	4.2034	1.6372
Si	6.7953	6.7682	1.6051
Si	9.4818	9.4525	1.6418
Si	-0.0318	2.6557	2.5473
Si	2.6332	-0.0445	2.4146
Si	0.1036	8.0952	2.7851
Si	2.6554	5.3261	2.7669
Si	5.4001	2.7062	2.8528
Si	8.107	0.0452	2.7886
Si	5.405	8.2169	2.7536
Si	8.0983	5.4989	3.0526
Si	1.2748	3.9831	4.0578
Si	3.9779	1.2664	4.0002
Si	1.4164	9.5544	4.03
Si	4.0532	6.7722	4.0531
Si	6.7356	4.0607	4.2504
Si	9.5516	1.3663	4.0495
Si	6.7528	9.5579	4.1245
Si	9.5759	6.84	4.2201
Si	0.0127	0.0022	5.4089
Si	2.6808	2.6705	5.4097
Si	0.0032	5.3811	5.4844
Si	2.7367	8.1661	5.4158
Si	5.3723	-0.0085	5.4472
Si	8.1944	2.6893	5.4712
Si	5.3883	5.4724	5.5018
Si	8.1555	8.2223	5.4848
Si	1.3432	1.3496	6.8105
Si	4.0373	4.0693	6.791
Si	1.3783	6.7948	6.7766
Si	4.0832	9.4954	6.8212
Si	6.7995	1.329	6.7848
Si	9.529	4.0502	6.8485
Si	6.793	6.8205	6.8221
Si	9.5311	9.5695	6.8107
Si	0.0234	2.7196	8.2164
Si	2.7173	-0.0118	8.1418
Si	0.0068	8.167	8.1124
Si	2.7284	5.4606	8.1699
Si	5.465	2.7297	8.1034
Si	8.1627	0.0072	8.1956
Si	5.4415	8.1606	8.2031
Si	8.1672	5.4432	8.1457
Si	1.3961	4.1263	9.5548
Si	4.1019	1.3797	9.4431
Si	1.3657	9.507	9.4887
Si	4.0691	6.8121	9.5733
Si	6.815	4.0766	9.4853
Si	9.5368	1.3609	9.566
Si	6.825	9.4921	9.5524
Si	9.5497	6.8035	9.4656
Si	0.0487	-0.0334	10.8724
Si	2.8281	2.7683	10.8485
Si	0.0307	5.5302	10.8797
Si	2.6631	8.1796	10.9324
Si	5.4102	0.0045	10.8067
Si	8.1903	2.7759	10.8888
Si	5.4729	5.4215	10.8541
Si	8.2179	8.0974	10.8775
Si	1.4648	1.3894	12.1279
Si	4.1685	4.1146	12.2863
Si	1.2881	6.8771	12.3798
Si	4.0249	9.5969	12.2097
Si	6.7792	1.352	12.1185
Si	9.6027	4.1727	12.2236
Si	6.8699	6.6955	12.2201
Si	9.6107	9.4275	12.2202
Si	0.1495	2.7836	13.4492
Si	2.7237	0.1107	13.6476
Si	-0.0428	8.2255	13.9148
Si	2.7138	5.4862	13.612
Si	5.5739	2.6886	13.6131
Si	8.2029	-0.0157	13.3442
Si	5.457	8.1737	13.3602
Si	8.2537	5.3956	13.7232
Si	1.6585	3.8459	14.935
Si	3.9556	1.6756	14.9801
Si	1.0026	10.1015	15.0241
Si	4.1694	6.8809	14.7834
Si	7.4066	3.5042	14.8997
Si	9.6353	1.3327	14.5602
Si	6.9594	9.393	14.614
Si	9.0756	7.1129	15.1967
Si	3.8347	-6.8747	18.9242
Si	1.4999	18.8806	23.9758
Si	16.9642	-11.8053	29.445
Si	-23.8137	-7.7325	22.233
Si	-10.2632	6.0017	26.3132
Si	-6.2992	-6.9564	23.2907
Si	1.629	-0.0022	21.2765
Si	17.8126	11.8095	21.6975
Si	5.4342	-0.0487	17.0374
Si	-5.1081	26.8838	16.758
Si	3.0311	8.9099	17.0505
Si	-17.5715	12.7131	20.9144
Si	5.987	-1.552	22.5398
Si	7.4481	-3.46	20.7818
Si	24.3931	7.8352	21.4129
Si	14.6723	10.07	24.3451
Si	-4.5891	-12.1538	26.27
Si	-7.6543	4.3718	30.0021
Si	-8.6084	12.8716	27.9943
Si	4.8308	6.0246	21.185
Si	2.9393	-11.7246	29.3819
Si	9.1275	3.5954	19.1271
Si	7.9916	0.7039	18.875
Si	-12.2187	-17.7613	33.9528
Si	18.2682	-3.1207	24.4779
Si	-13.7183	-4.5133	18.0361
Si	-0.012	1.2873	23.5886
Si	-13.5687	-11.2947	24.1984
Si	1.1244	-14.3276	18.9898
Si	-4.8985	3.9132	30.9992
Si	19.0489	5.9346	32.177
Si	-21.2895	-7.8946	26.0522
Si	-14.3685	-6.2369	24.4497
Si	-9.9857	15.4423	17.9147
Si	-9.5726	19.7239	33.7731
Si	-0.4069	7.5887	31.3468
Si	7.8819	1.6119	30.0436
Si	-8.9344	0.3439	32.02
Si	7.7757	-0.7572	34.2492
Si	-0.6475	-1.0105	19.7592
Si	-3.0609	8.766	31.5824
Si	-12.6482	4.447	26.6397
Si	-8.1058	2.0815	24.933
Si	-0.7059	13.5888	28.6839
Si	-12.217	-2.4214	22.5127
Si	21.2029	-8.7301	31.5872
Si	12.6736	28.8908	29.0748
Si	-7.3295	13.8407	32.543
O	-0.6418	3.3033	32.6981
O	4.1432	-3.4051	21.0115
O	2.8249	-7.7708	29.0313
O	-3.1253	8.6493	34.9077
O	-12.4126	-2.1558	31.0282
O	-10.3844	11.9439	32.0591
O	-14.1439	4.4032	26.0565
O	-1.755	10.916	34.7553
O	1.1315	6.6595	27.6827
O	17.2692	-0.0461	34.6687
O	13.4946	0.4363	28.4068
O	-11.8919	5.8543	26.311
O	6.1969	9.7754	27.8535
O	6.1084	18.9581	23.5292
O	13.5439	27.6031	29.5744
O	-3.3706	7.3951	32.3848
O	0.1672	8.2941	23.094
O	-0.2532	3.6363	18.5565
O	0.9442	4.3864	16.3037
O	6.5092	6.3176	17.5417
O	10.8245	8.5353	19.0634
N	11.494	-8.5899	27.6423
O	-4.8965	3.9745	24.0971
O	-2.1645	7.2442	21.8015
O	8.3753	-5.9737	18.6183
O	6.8614	3.9874	16.3576
O	5.1514	5.7446	15.4264
O	-8.5163	9.2663	24.5411
O	7.973	8.3059	15.2672
O	-6.6536	13.4289	19.4657
O	2.2768	-1.4811	21.2799
O	6.5915	0.3569	18.1144
O	-2.0418	1.5077	31.3549
O	-3.9813	2.8796	30.1749
O	8.0417	7.4494	19.2646
O	-3.4954	-0.2403	25.6102
O	2.8174	2.7823	15.4053
O	-2.3333	2.3698	15.3076
O	4.2691	9.8283	17.5829
O	9.5631	11.3777	24.1922
O	3.5258	7.8364	15.9441
O	-8.8393	10.3339	30.6876
O	6.435	6.1723	20.9965
O	1.7977	9.772	16.4291
O	6.1945	-0.7766	15.8357
O	3.4246	-18.3414	24.2983
O	17.4657	-2.0979	21.1047
O	7.4473	2.3333	22.2491
O	4.4497	5.398	22.6311
O	9.2052	10.513	18.6645
O	-1.7994	3.7135	20.7444
N	-3.8799	10.6886	22.9541
O	5.4373	0.8022	21.054
O	-4.3926	-17.4625	35.5596
O	-6.4424	-12.0073	22.8782
O	2.783	11.9851	21.0733
O	0.6307	6.1242	18.2201
O	4.6462	1.2225	16.4053
O	-2.4607	2.2393	18.5724
O	-0.6767	-8.5222	22.5857
O	-1.8057	6.6728	16.7985
O	4.5054	-0.8064	29.7767
O	-2.3795	-5.7171	33.5402
O	-20.5851	-6.4008	26.0893
O	-16.6157	3.2182	32.2475
O	4.5077	-7.986	22.0638
O	-11.0908	0.3123	15.388
O	2.4408	-13.6858	18.3027
O	9.6598	-12.2472	21.2634
O	15.5162	4.3787	17.5884
O	15.1112	5.082	20.0469
O	-10.2582	-3.4638	30.1419
O	-10.4546	-13.7495	32.6775
O	-34.9651	-6.7012	23.4386
O	-8.6189	4.0733	18.6061
O	-0.0989	2.8367	30.1831
O	-6.034	-17.2676	30.0042
O	7.7077	-0.9035	32.637
O	-9.7789	-3.8928	25.1553
O	14.0335	12.3172	32.1219
O	4.1897	-9.6507	35.3766
O	-1.4272	-6.7882	28.1906
O	0.9072	0.2936	22.7002
O	-9.3117	-3.8682	20.4834
O	-13.8991	11.4704	20.4662
O	-6.0556	-1.1036	25.5656
O	0.5542	-10.8304	20.0602
O	8.6522	13.8181	34.7667
O	-7.8895	2.2009	26.5445
O	6.7738	-2.0684	30.3454
O	2.4817	7.8821	34.3618
O	-1.0858	-7.6652	25.7974
O	-1.2658	-4.6867	31.4704
O	-3.2964	6.2231	24.3191
O	-10.5111	-1.5275	34.9787
O	-7.3975	0.7746	24.3353
O	-0.1265	15.5743	34.815
O	6.9133	8.1444	25.9829
N	-2.2458	8.8245	23.9461
O	3.097	14.0545	34.0986
O	2.0464	10.1711	33.2232
O	-8.2968	-13.237	28.851
O	-8.4153	-3.6068	22.9186
O	-1.3527	6.8616	35.6614
N	-20.7203	-8.8694	24.7603
O	-4.0015	0.391	29.8668
O	7.0371	5.0641	31.4197
O	-1.9742	1.6736	28.7785
O	-6.5005	-4.4583	35.4636
O	2.7799	14.8643	31.5272

Results
free energy: -154111.828 eV
free energy less fixed offsets of N -386.36, O -570.45, Si -639.56 eV per atom: -2.048 eV

Forces (eV/angstrom), in the order of the atoms: element, x, y, z
Si	0.0005	-0.0131	-0.0614
Si	0.0044	0.0045	-0.0697
Si	-0.0021	-0.0086	-0.0531
Si	-0.0092	0.0031	-0.0501
Si	0.0018	0.0025	-0.0511
Si	0.01	0.0007	-0.0497
Si	-0.0029	-0.0021	-0.0263
Si	-0.0042	-0.0022	-0.0491
Si	0.0023	0.0022	0.0022
Si	0.0014	-0.002	0.0069
Si	-0.0002	0.0001	0.0014
Si	0.0001	-0.0041	0.0026
Si	0.0028	0.0037	0.0037
Si	0.005	-0.0033	0.0028
Si	-0.0001	0.0001	-0.0011
Si	-0.0002	-0.0004	0.0084
Si	0.0004	-0.0039	-0.0068
Si	-0.0004	-0.0038	0.0008
Si	0.0038	-0.0002	-0.0002
Si	0.0009	0.0037	0.0019
Si	0.002	-0.0024	0.001
Si	0.0009	0.0036	0.0033
Si	-0.008	0.0043	-0.002
Si	-0.0017	-0.0037	0.0008
Si	-0.0015	-0.001	-0.0002
Si	-0.0017	-0.0023	0
Si	0.0043	0.0007	0
Si	-0.0003	-0.0009	-0.001
Si	0.0001	-0.0007	0.0005
Si	-0.0004	0.002	0.001
Si	-0.0025	0.0008	0.0014
Si	0.0012	-0.0009	0.0065
Si	0.0004	-0.0019	-0.0001
Si	0.0013	-0.0019	-0.0029
Si	-0.0001	-0.0003	-0.0008
Si	-0.0013	-0.0022	-0.0003
Si	-0.0011	0.0012	-0.0006
Si	-0.0006	-0.0006	-0.0007
Si	-0.0015	-0.0012	-0.0007
Si	-0.0004	-0.0023	0.0002
Si	0.0002	0.0003	-0.0013
Si	-0.0031	0	-0.0001
Si	0.0007	-0.0024	-0.0011
Si	0.0006	0.0009	-0.0012
Si	0.0004	-0.0018	-0.0012
Si	0.0002	-0.0002	0.0002
Si	-0.0003	0.0002	-0.0001
Si	-0.0002	0.0011	-0.0011
Si	0.002	-0.0017	-0.0004
Si	-0.0005	-0.0006	0.0004
Si	-0.0004	-0.0012	-0.001
Si	0.0012	-0.0018	0.0006
Si	-0.0022	-0.0012	0.0002
Si	-0.0003	-0.0017	0
Si	0.0013	-0.0036	-0.0001
Si	-0.0004	-0.0004	0.0018
Si	-0.0011	-0.0014	-0.002
Si	-0.0004	0	-0.0011
Si	0.0008	-0.0009	-0.0015
Si	-0.0001	0.0019	-0.0015
Si	-0.0002	0	-0.0004
Si	-0.0013	-0.0007	-0.0028
Si	0.0003	0.001	-0.0016
Si	0.0005	-0.0023	-0.001
Si	-0.0003	-0.0023	0.0003
Si	0.0015	-0.0013	0.0022
Si	-0.0009	-0.0013	-0.0003
Si	-0.0006	-0.0001	0.0004
Si	-0.0022	-0.0018	-0.003
Si	0.0027	-0.0008	0.0002
Si	0.0013	-0.003	0.0051
Si	0.0025	0.0007	-0.0001
Si	0.0013	-0.0041	-0.0038
Si	0.0002	0.0021	0.0048
Si	-0.001	0.001	0.0054
Si	-0.0022	-0.0001	0.0027
Si	-0.0026	0.002	0.0006
Si	-0.0063	0.0012	0.0009
Si	0.0011	-0.0026	0.0016
Si	0.0034	-0.0024	-0.0028
Si	-0.0002	-0.0008	0.0004
Si	-0.0038	-0.0002	-0.0022
Si	0.0006	-0.0005	0.0047
Si	0.0011	0.0021	-0.0031
Si	0.006	-0.0003	-0.0001
Si	-0.0011	0.0013	0.0009
Si	-0.001	-0.0022	-0.0012
Si	0.0002	0.0001	-0.0014
Si	-0.0088	0.0079	0.0678
Si	0.005	0.0027	0.0571
Si	0.0067	0.0014	0.0597
Si	0.0024	0.0021	0.0608
Si	-0.0039	0.0034	0.0557
Si	0.0034	-0.0012	0.0307
Si	-0.0103	0.0079	0.0575
Si	-0.0074	-0.0033	0.0681
Si	0.0028	-0.0045	0.1193
Si	-0.0035	0.0061	0.0255
Si	-0.008	0.0129	-0.0769
Si	-0.0027	-0.0115	0.0775
Si	-0.0229	-0.0102	-0.0292
Si	0.0017	-0.0025	0.0456
Si	-0.0017	0.0052	0.0681
Si	-0.0081	0.0042	0.0719
Si	0.0345	-0.002	0.1103
Si	-0.0211	0.0056	0.12
Si	0.0025	-0.0157	0.1198
Si	0.0054	-0.0079	0.0881
Si	-0.0093	0.0067	0.0495
Si	-0.0136	0.0129	0.0931
Si	0.0119	0.0103	0.0703
Si	-0.0018	0.008	0.013
Si	0.0016	-0.0049	-0.0433
Si	-0.0082	0.0057	-0.0893
Si	-0.0104	-0.0022	-0.0553
Si	0.0068	0.0148	0.0748
Si	0.0102	0.0045	-0.0719
Si	-0.0059	-0.0123	0.0767
Si	0.03	-0.002	0.1135
Si	0.0059	0.0058	-0.1251
Si	0.0002	-0.0083	0.01
Si	-0.0046	-0.0017	0.1382
Si	-0.0053	0.0023	0.0311
Si	0.0098	0.0028	0.0127
Si	-0.0172	0.0035	0.1057
Si	0.0018	-0.0056	-0.0825
Si	-0.0097	0.0103	-0.0891
Si	-0.0001	0.0084	-0.0231
Si	-0.0011	0.0069	0.013
Si	-0.0032	0.0072	0.1347
Si	-0.0122	0.019	-0.1192
Si	0.0029	-0.0076	-0.1057
Si	0.0016	-0.0077	-0.0747
Si	-0.0021	0.0026	-0.1027
Si	0.003	-0.0027	-0.0877
Si	0.0034	0.0116	0.0975
Si	-0.009	-0.0151	-0.0959
Si	-0.0053	0.0076	-0.0349
Si	-0.0046	-0.0041	-0.0078
Si	0.002	0.0111	-0.074
Si	0.0062	-0.0042	0.0585
Si	-0.0076	-0.0091	-0.1042
Si	0.0108	-0.008	-0.0762
Si	0.0136	0.0056	-0.1243
O	-0.0095	0.0275	0.0688
O	-0.0021	-0.003	-0.0234
O	0.0108	0.0202	0.0427
O	0.0091	-0.0206	0.0512
O	-0.0039	-0.002	0.0323
O	0.0094	-0.0048	0.0344
O	0.0021	-0.0007	0.0079
O	0.0233	0.0049	0.0453
O	0.0106	0.0128	0.042
O	-0.0199	0.0089	0.0491
O	0.0059	-0.017	0.0332
O	-0.004	-0.0025	0.0117
O	-0.0011	0.004	0.0489
O	-0.0032	0.0058	-0.0169
O	0.0059	-0.0125	0.0272
O	-0.0004	-0.0004	0.0309
O	-0.0071	0.002	-0.0172
O	0.0212	0.0104	-0.0426
O	0.0145	-0.0157	-0.0945
O	-0.014	-0.014	-0.0584
O	0.0129	-0.0189	-0.042
N	-0.0011	-0.0044	0.0332
O	-0.0048	0.0006	-0.0101
O	-0.011	-0.0051	-0.0357
O	-0.0114	0.0277	-0.0507
O	0.0194	-0.017	-0.0638
O	-0.0197	0.0183	-0.0622
O	-0.0009	-0.0058	-0.0074
O	-0.0064	0.0048	-0.0374
O	-0.0034	0.025	-0.0615
O	-0.0027	0.0018	-0.0295
O	-0.0523	-0.0164	-0.0751
O	0.017	0.0004	0.045
O	-0.0088	0.0148	0.0307
O	0.0108	-0.0151	-0.0797
O	-0.0016	-0.0002	0.0004
O	0.004	-0.0065	-0.0344
O	0.0036	-0.0044	-0.0216
O	-0.0019	0.0009	-0.0427
O	0.0006	0.0016	-0.0088
O	0.0156	-0.0286	-0.0656
O	-0.0112	0.0146	0.0649
O	0.0076	0.0024	-0.0299
O	-0.027	0.0201	-0.0689
O	0.0145	-0.0137	-0.0578
O	0.0049	0.0049	-0.0082
O	0.0116	-0.0139	-0.0356
O	0.0057	-0.0001	-0.0254
O	0.0028	0.0117	-0.0336
O	-0.0156	0.0084	-0.0427
O	0.0046	0.0093	-0.0883
N	-0.0034	0.0072	-0.0236
O	-0.0104	0.007	-0.0309
O	-0.0092	0.0037	0.0299
O	0.0048	-0.0014	-0.0174
O	0.0082	0.0013	-0.0269
O	0.0012	-0.0158	-0.0387
O	-0.019	0.0133	-0.0653
O	-0.0019	0.0012	-0.0385
O	-0.0102	0.0074	-0.0229
O	0.0201	0.0126	-0.0907
O	0.0015	0.0012	0.0267
O	0.017	-0.0243	0.0569
O	0.0014	0.0035	0.0076
O	-0.0163	-0.0094	0.0492
O	-0.0026	-0.0151	-0.0406
O	-0.0047	0.0043	-0.0311
O	0.0302	0.0232	-0.0729
O	0.0083	0.0108	-0.0523
O	0.0343	0.0177	-0.0722
O	-0.0158	-0.0278	-0.0619
O	-0.031	0.0086	0.0589
O	0.0279	0.0189	0.0728
O	0.0052	-0.0132	-0.0196
O	-0.0169	0.0064	-0.0436
O	0.0008	-0.0055	0.0644
O	0.0132	-0.0064	0.0325
O	0.0027	0.0245	0.092
O	0.0028	0.0017	-0.0006
O	0.0056	0.007	0.0416
O	0.0042	-0.0072	0.0316
O	0.0054	-0.0114	0.0289
O	0.0129	-0.0061	-0.0329
O	-0.0186	-0.0007	-0.0574
O	0.0108	0.0051	-0.0754
O	0.0022	0.0026	0.0049
O	-0.0153	-0.0041	-0.0403
O	-0.0239	-0.0075	0.0644
O	-0.007	-0.0019	0.0269
O	0.0255	-0.0052	0.0515
O	0.0264	-0.0179	0.0591
O	0.0019	-0.002	0.0102
O	-0.0113	-0.0054	0.0325
O	0.0016	-0.0048	-0.0047
O	-0.0204	0.0237	0.0595
O	0.0005	0.0006	-0.0041
O	0.0083	0.0184	0.0593
O	-0.0006	0.0037	0.0013
N	-0.0003	0.0008	-0.0155
O	-0.0131	-0.0101	0.0985
O	-0.0079	-0.0324	0.0564
O	-0.0022	0.0056	0.0262
O	0.0053	0.0025	-0.0317
O	-0.0032	0.0034	0.0297
N	0.0004	-0.0021	0.0001
O	0.0047	0.0036	0.0258
O	0.02	0.0188	0.0397
O	-0.0118	-0.0025	0.0352
O	0.0052	-0.0029	0.0227
O	0.0003	-0.0196	0.0637

The program warned: the cutoff lies below the one the program advises for these potential files; the forces do not sum to zero within the program's tolerance; empty levels may hold ghost states of the PAW files; the exchange-correlation potential is rough where the density is thin.
